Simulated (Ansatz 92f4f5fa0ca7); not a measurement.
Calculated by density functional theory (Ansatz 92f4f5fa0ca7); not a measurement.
Periodic cell of 300 atoms, Si196O104, from a study of silicon, its oxide and their interface. The atomic structure is a simulated model.
Doubt: the cutoff is far below the 930 eV that the study's wrapper takes by default for these files, so forces and energies are approximate.
This geometry differs little from another in the collection (a relaxation step or a small displacement).

Settings: functional PBE; potential files Ansatz PAW; basis plane waves; wave-function cutoff 580 eV; density cutoff ratio 5; exchange-correlation grid ratio 1; k mesh 1 x 1 x 1, Gamma-centred; self-consistency stop 5e-08 eV per atom in the density residual; occupations fixed; spin none; net charge 0.

Cell vectors (angstrom)
a, 11.6015, 0, 0
b, 0, 10.938, 0
c, 0, 0, 40.9122

Atoms and the computed forces on them: element, x, y, z (angstrom), force x, y, z (eV/angstrom)
Si, 0, 0, 0.9665, -0.0016, 0.0211, 0.0228
Si, 3.8672, 0, 0.9665, -0.0094, 0.054, 0.0044
Si, 7.7343, 0, 0.9665, -0.0068, 0.0316, -0.0359
Si, 1.9336, 1.3673, 0.9665, 0.0007, -0.0138, 0.0444
Si, 5.8008, 1.3673, 0.9665, 0.0011, -0.0533, -0.0184
Si, 9.6679, 1.3673, 0.9665, 0.0043, -0.0096, -0.0076
Si, 0, 5.469, 0.9665, -0.0105, 0.031, -0.0032
Si, 3.8672, 5.469, 0.9665, 0.0023, 0.0762, -0.0184
Si, 7.7343, 5.469, 0.9665, 0.0226, 0.0544, -0.0328
Si, 1.9336, 6.8362, 0.9665, -0.0132, -0.0824, 0.026
Si, 5.8008, 6.8362, 0.9665, 0.0011, -0.0677, -0.0032
Si, 9.6679, 6.8362, 0.9665, 0.0061, 0.0073, 0.0135
Si, 1.9336, 2.7345, 39.9452, 0.0105, -0.0567, 0.0627
Si, 5.8008, 2.7345, 39.9452, 0.0264, 0.0728, -0.0106
Si, 9.6679, 2.7345, 39.9452, 0.0632, 0.008, 0.0261
Si, 0, 4.1018, 39.9452, 0.0013, -0.0117, 0.0233
Si, 3.8672, 4.1018, 39.9452, 0.0514, -0.1094, -0.0282
Si, 7.7343, 4.1018, 39.9452, -0.0061, -0.1351, -0.082
Si, 1.9336, 8.2035, 39.9452, 0.0059, 0.0825, -0.0371
Si, 5.8008, 8.2035, 39.9452, 0.0104, 0.1096, -0.0671
Si, 9.6679, 8.2035, 39.9452, -0.002, -0.0132, -0.0006
Si, 0, 9.5708, 39.9452, -0.0036, 0.0903, 0.1259
Si, 3.8672, 9.5708, 39.9452, 0.0219, -0.0201, 0.0468
Si, 7.7343, 9.5708, 39.9452, 0.0328, -0.0941, -0.0287
Si, 0, 0, 4.8337, 0.1121, -0.157, 0.3314
Si, 3.8672, 0, 4.8337, -0.0987, -0.1403, 0.2224
Si, 7.7343, 0, 4.8337, -0.0371, -0.0573, -0.265
Si, 1.9336, 1.3673, 4.8337, -0.0603, -0.0389, 0.15
Si, 5.8008, 1.3673, 4.8337, -0.1065, -0.1516, -0.173
Si, 9.6679, 1.3673, 4.8337, -0.0164, -0.0516, -0.1954
Si, 0, 5.469, 4.8337, -0.0165, -0.0108, 0.0884
Si, 3.8672, 5.469, 4.8337, -0.1541, -0.0545, 0.1164
Si, 7.7343, 5.469, 4.8337, -0.0624, 0.0979, -0.1021
Si, 1.9336, 6.8362, 4.8337, 0.0085, -0.0178, 0.4208
Si, 5.8008, 6.8362, 4.8337, -0.1435, -0.1957, -0.0292
Si, 9.6679, 6.8362, 4.8337, 0.0822, -0.1757, -0.1548
Si, 1.9336, 2.7345, 2.9001, -0.0108, 0.0539, 0.0076
Si, 5.8008, 2.7345, 2.9001, -0.0157, 0.002, -0.0533
Si, 9.6679, 2.7345, 2.9001, 0.0016, -0.0387, -0.0715
Si, 0, 4.1018, 2.9001, 0.0127, -0.0674, 0.0439
Si, 3.8672, 4.1018, 2.9001, -0.0346, -0.0903, 0.0388
Si, 7.7343, 4.1018, 2.9001, -0.0199, -0.0364, 0.0093
Si, 1.9336, 8.2035, 2.9001, -0.0145, 0.1462, 0.0663
Si, 5.8008, 8.2035, 2.9001, -0.027, 0.062, 0.0078
Si, 9.6679, 8.2035, 2.9001, -0.0131, 0.0034, -0.0045
Si, 0, 9.5708, 2.9001, -0.0306, -0.0585, 0.0327
Si, 3.8672, 9.5708, 2.9001, -0.0217, -0.0667, 0.0188
Si, 7.7343, 9.5708, 2.9001, -0.0006, 0.0578, -0.0754
Si, -1.087, 3.2448, 28.7524, -0.0072, 0.0079, -0.0189
Si, 1.8627, -2.7355, 32.2247, -0.0119, -0.0074, -0.0099
Si, 11.036, -4.7011, 28.5406, -0.0048, -0.0143, -0.014
Si, 5.2956, 4.5593, 31.985, -0.0222, 0.005, -0.0108
Si, 7.8947, -1.6659, 22.8118, 0.0106, 0.01, -0.0079
Si, 13.004, 1.5789, 29.5013, -0.0252, -0.0279, 0.023
Si, -3.6176, 10.3086, 31.8128, 0.0124, 0.0915, -0.0186
Si, 4.997, 10.952, 26.9989, 0.0035, 0.0165, 0.0036
Si, 8.7621, 7.0618, 30.7219, 0.0053, 0.0078, 0.0074
Si, 2.0578, 10.8668, 26.9623, -0.0081, -0.0035, -0.0156
Si, 7.7383, 5.1064, 31.7556, -0.0029, -0.0049, -0.0194
Si, 5.1937, 8.0642, 31.7874, -0.0198, -0.0184, -0.0191
Si, 4.0136, 6.1471, 30.8243, 0.0076, 0.0038, 0.0146
Si, 0.4471, -2.5697, 26.3364, -0.0211, -0.0114, 0
Si, 5.4562, 2.1913, 31.818, 0.0062, 0.0078, -0.0131
Si, -4.6779, 7.189, 26.2973, 0.0068, -0.0158, 0.0012
Si, 9.6992, 8.5794, 32.2795, 0.0209, -0.0961, 0.051
Si, 9.3463, 0.7357, 26.9115, 0.007, 0.0133, -0.0096
Si, -1.0624, 13.4882, 32.1896, 0.0034, -0.0389, 0.0199
Si, 0.0922, 9.6804, 32.4282, -0.0287, 0.0148, 0.0031
Si, 7.0781, 8.6688, 30.4084, 0.003, -0.0188, 0.0088
Si, 3.6001, 9.8399, 32.0762, -0.0073, 0.0164, 0.0015
Si, 3.4156, 12.1457, 30.9811, 0.0062, 0.0218, 0.0108
Si, 12.2546, 4.2839, 32.3118, 0.0104, 0.0128, -0.0086
Si, -0.0559, -0.0527, 34.4324, 0.0073, 0.0067, -0.0197
Si, 3.8286, -0.0859, 34.2156, -0.0056, 0.0027, -0.0041
Si, 7.702, 0.1423, 34.0261, 0.0028, -0.0069, 0.0018
Si, 1.9033, 1.2172, 34.4781, 0.0021, 0.0035, -0.0192
Si, 5.6953, 1.3772, 34.0661, 0.002, -0.0064, -0.0111
Si, 9.7389, 1.4509, 34.1803, -0.0028, 0.0007, -0.0071
Si, 0.2063, 5.5774, 34.2162, -0.0076, -0.0021, -0.0052
Si, 4.1972, 5.467, 34.0359, 0.011, 0.0155, -0.0055
Si, 7.9203, 5.6887, 34.041, 0.0059, 0.008, 0.0026
Si, 2.1902, 6.842, 34.1457, -0.0039, 0.001, -0.0111
Si, 5.9407, 7.0746, 33.9864, -0.0053, -0.0148, 0.0099
Si, 9.8489, 7.0262, 34.1451, 0.0117, 0.0367, -0.0283
Si, 1.9876, 2.8201, 36.1505, 0.0006, -0.0011, -0.002
Si, 5.8305, 2.7529, 36.0244, 0.0019, -0.0058, -0.0019
Si, 9.6775, 2.8149, 36.0905, -0.0026, -0.008, 0.0011
Si, 0.0361, 4.1452, 36.0903, 0.0008, -0.0027, -0.0009
Si, 3.95, 4.1531, 36.0352, 0.0063, -0.003, -0.0059
Si, 7.7476, 4.1907, 35.9753, 0.0012, -0.0057, -0.0011
Si, 2.0664, 8.1756, 36.0985, -0.0016, 0.003, 0.0014
Si, 5.9154, 8.2486, 36.0507, 0.0037, 0.0075, -0.0053
Si, 9.7025, 8.2253, 36.139, 0.0048, -0.0029, -0.0066
Si, 0.065, 9.4523, 36.2221, -0.0034, 0.002, -0.0098
Si, 3.9644, 9.5404, 36.1328, -0.0101, -0.005, -0.0048
Si, 7.8111, 9.6594, 36.0037, 0.0037, -0.0062, 0.0065
Si, 0, 0, 38.0116, 0.1738, 0.0787, 0.3255
Si, 3.8672, 0, 38.0116, 0.089, 0.1706, 0.0803
Si, 7.7343, 0, 38.0116, 0.0767, 0.1617, -0.225
Si, 1.9336, 1.3673, 38.0116, 0.0836, 0.1636, 0.2509
Si, 5.8008, 1.3673, 38.0116, 0.0906, 0.1355, -0.2829
Si, 9.6679, 1.3673, 38.0116, -0.0978, 0.1989, -0.1368
Si, 0, 5.469, 38.0116, 0.0063, 0.1917, 0.189
Si, 3.8672, 5.469, 38.0116, 0.0511, 0.1559, -0.1486
Si, 7.7343, 5.469, 38.0116, -0.0799, 0.0355, -0.2308
Si, 1.9336, 6.8362, 38.0116, 0.1152, -0.2391, 0.1648
Si, 5.8008, 6.8362, 38.0116, 0.2119, 0.0325, -0.2448
Si, 9.6679, 6.8362, 38.0116, -0.1585, -0.1518, 0.248
Si, 1.8557, 2.6803, 6.8222, -0.0005, -0.0013, -0.0041
Si, 5.7141, 2.7518, 6.7143, 0.002, -0.0014, 0.0006
Si, 9.6183, 2.7624, 6.7125, 0.0016, -0.0024, 0.0026
Si, -0.0316, 4.1002, 6.7879, 0.0007, -0.0023, -0.0011
Si, 3.7786, 4.0904, 6.7939, 0.0017, 0.0006, -0.0017
Si, 7.6549, 4.0766, 6.7284, 0.0034, -0.004, -0.0006
Si, 1.9175, 8.1232, 6.8954, 0.0031, -0.002, -0.0038
Si, 5.734, 8.1602, 6.7743, 0.0034, 0.0012, -0.0014
Si, 9.6654, 8.1746, 6.7506, -0.003, 0.0039, -0.0035
Si, -0.0071, 9.5308, 6.8164, 0.0001, 0.0018, -0.0046
Si, 3.8207, 9.5552, 6.812, 0.0028, -0.0019, 0.0002
Si, 7.6922, 9.4604, 6.6576, -0.0002, 0.0027, -0.0071
Si, -0.1881, -0.1022, 8.8098, -0.0023, 0.0038, 0.0068
Si, 3.7907, 0.0238, 8.7442, -0.0077, 0.0011, 0.0038
Si, 7.6015, -0.0976, 8.4958, -0.0017, 0.0016, -0.0076
Si, 1.7961, 1.2653, 8.7756, 0.0046, -0.003, 0.0017
Si, 5.7625, 1.3541, 8.5875, 0.0032, -0.0036, 0
Si, 9.5164, 1.2589, 8.5032, -0.0058, 0.0058, 0.0096
Si, -0.0654, 5.3891, 8.7915, -0.001, 0.0076, -0.0039
Si, 3.8688, 5.3414, 8.8141, 0.0012, 0.008, -0.0023
Si, 7.6673, 5.4289, 8.6396, -0.0043, -0.0044, -0.0067
Si, 1.9136, 6.7303, 8.9425, 0.0001, 0.009, 0.0011
Si, 5.7308, 6.8084, 8.7283, -0.0063, -0.0011, 0.0018
Si, 9.5922, 6.7428, 8.6179, -0.0009, 0.0039, 0.0059
Si, 6.0961, 2.5619, 10.5796, -0.0132, 0.0112, -0.014
Si, 3.2718, -0.9388, 19.1386, -0.0073, -0.0053, -0.0002
Si, 13.3621, -2.6229, 10.7973, 0.0015, 0, -0.0275
Si, 3.7709, -0.2423, 12.9844, 0.0104, 0.0067, 0.0171
Si, 3.7258, -1.2256, 10.7581, 0.003, -0.0048, -0.0118
Si, 11.491, 3.7987, 10.584, -0.0055, -0.0046, -0.01
Si, 4.004, 3.7905, 10.6681, -0.0013, 0.0124, 0.0114
Si, 5.5554, 8.2426, 10.6371, 0.0029, 0.0152, -0.0009
Si, 13.5495, 13.5569, 10.7034, -0.0074, -0.0005, 0.0018
Si, -2.0829, 13.4248, 10.4597, -0.0033, 0.0135, -0.0181
Si, -0.3815, 9.3031, 10.7019, 0.0048, -0.0105, -0.0228
Si, 8.3146, 13.93, 14.8938, -0.0016, -0.0077, -0.0255
Si, -0.5654, 3.6099, 13.4577, -0.0125, -0.0022, 0.0159
Si, 9.2377, -3.051, 10.6197, 0.0071, -0.0021, -0.0071
Si, 7.9595, -4.7165, 12.0865, -0.0021, -0.0021, -0.0017
Si, 5.6488, -4.106, 12.5503, -0.0027, -0.0034, 0.0003
Si, 5.1551, -2.6852, 14.4301, 0.0108, 0.0163, 0.0101
Si, 14.5248, -3.2767, 24.534, -0.0106, 0.0001, -0.0114
Si, -3.76, 4.2065, 10.6519, 0.0078, -0.0062, 0.007
Si, 7.5611, 9.5108, 10.4265, -0.0253, -0.0026, 0.0093
Si, 7.9165, 0.332, 11.9326, 0.0182, 0.0014, 0.0222
Si, -3.4765, 9.4072, 14.6223, 0.0093, -0.0217, 0.0044
Si, 0.4879, 10.0643, 16.1491, -0.0019, -0.008, -0.0224
Si, 13.2371, 1.8031, 12.9099, 0.0027, -0.003, 0.0149
O, 41.7735, -29.5316, 26.6673, -0.0046, 0.0002, -0.0138
O, 11.7516, 9.1029, 17.4336, -0.0064, 0.0006, 0.0015
O, 8.4386, -0.7877, 16.0492, 0.0129, 0.0116, 0.0025
O, -1.2945, 3.1099, 22.39, -0.0023, 0.0016, -0.0072
O, -31.9835, -5.659, 13.4537, -0.0128, 0.003, -0.0063
O, 10.8355, -14.3723, 13.6235, -0.0004, 0.0158, -0.0064
O, -5.0251, -1.9858, 14.7891, -0.0172, -0.0115, -0.0039
O, -9.2661, 11.3114, 18.8638, 0.0004, 0.004, -0.0047
O, 0.7705, 20.1578, 14.7908, -0.0033, 0.0032, 0.0031
O, 4.4649, -4.6051, 29.2306, 0.0035, -0.0042, -0.0183
O, -9.3991, -10.6542, 13.1731, -0.0034, -0.0041, -0.0077
O, 7.7722, 15.1063, 15.8879, -0.0053, -0.0048, 0.0038
O, 25.0758, 18.7736, 25.7542, 0.0043, -0.0016, -0.0025
O, 0.2986, 42.037, 21.7447, -0.0059, 0.0026, 0.0023
O, -17.0721, -4.8045, 27.2351, 0.0033, 0.0103, -0.0072
O, 5.4022, 18.3992, 18.5136, 0.0007, -0.0071, 0.0001
O, -6.6038, -9.3247, 27.3553, -0.002, -0.0094, -0.0063
O, 6.3589, 9.6093, 23.2812, -0.0089, -0.0022, 0.0021
O, 3.8556, 8.9461, 24.1659, 0.0016, 0.0027, -0.0002
O, -21.8616, -15.0626, 20.8415, 0.0033, -0.0129, 0.0037
O, -20.7909, -8.2008, 14.0371, 0.013, 0.0098, -0.0037
O, -19.7891, -30.7745, 17.0733, -0.0048, 0.0018, 0.0034
O, 11.0974, 4.5095, 24.3646, -0.0029, 0.0021, -0.0044
O, 10.8448, 32.9634, 16.0219, -0.008, 0.0067, 0.0065
Si, 1.0266, -2.5323, 20.511, -0.0094, -0.0018, 0.0011
Si, -4.4325, 14.9884, 17.4039, 0.0058, 0.0068, -0.0065
Si, 13.4037, 2.178, 32.3871, 0.0133, 0.0066, -0.0055
Si, 13.1688, 6.1536, 30.9265, 0.0148, -0.0091, 0.0209
Si, 10.8511, 16.926, 17.0641, -0.0222, 0.0114, -0.0168
Si, -2.1416, 7.2921, 14.4853, 0.0162, 0.0188, 0.0031
Si, -1.1288, -0.7561, 24.442, -0.0018, 0.0166, -0.0165
Si, -8.1279, 15.9073, 25.5491, -0.0057, -0.0009, 0.0102
Si, -4.0351, -1.4878, 28.1921, 0.0183, 0.0062, -0.0205
Si, 0.1483, 22.6247, 31.2528, -0.0242, 0.0174, -0.0007
Si, 13.6732, 5.4561, 17.2219, 0.0022, 0.0058, -0.0084
Si, 11.8941, 3.5538, 18.4277, -0.005, -0.0024, -0.0113
Si, 1.0425, -6.8192, 24.0295, -0.0056, -0.004, -0.0064
Si, 4.9906, 16.2815, 28.0692, -0.0035, -0.0088, 0.0027
Si, 4.9477, 2.8636, 23.6849, 0.0038, -0.0061, 0.0025
Si, -3.292, 12.7238, 19.0975, 0.0001, -0.007, -0.0021
Si, 10.5778, 2.2553, 21.0464, 0.0002, -0.0095, 0.0072
Si, -6.343, -5.6934, 21.8222, -0.0023, 0.0084, -0.0038
Si, 4.2707, 15.8082, 12.7278, 0.0043, -0.0041, 0.009
Si, -6.1978, 2.2638, 14.3108, 0.0088, -0.0094, -0.0235
Si, 2.0802, 1.21, 17.4826, -0.0003, -0.0028, -0.011
Si, -0.5475, 19.3433, 18.7581, 0.0248, 0.0051, 0.0025
Si, -5.4439, 2.6182, 27.9407, 0.0019, 0.0127, -0.0055
Si, 6.4971, -4.4743, 19.1858, 0.0003, 0.0103, -0.0019
Si, 9.7399, 3.9845, 23.6242, 0.0011, -0.0068, 0.0015
Si, -3.8857, 17.2132, 23.5283, 0.0012, 0.0087, -0.0002
Si, -9.2816, 1.2407, 23.9935, -0.014, -0.0144, -0.0054
Si, 2.0597, 15.2109, 14.5057, -0.0069, -0.0071, -0.0046
Si, -6.6077, 1.992, 16.6541, 0, 0.0145, -0.0345
Si, 2.1955, 17.1088, 22.0755, -0.0112, 0.0101, -0.0181
Si, 19.1367, 13.414, 25.3502, 0.0034, -0.0018, 0.0156
Si, 5.3776, 31.2623, 24.5627, 0.0048, 0.0076, -0.0063
Si, 8.1265, 8.9741, 19.7523, 0.0066, 0.0076, -0.0026
Si, -7.3922, 29.5525, 17.4295, 0.0005, 0.0062, -0.0078
Si, 6.0465, 0.0354, 18.7819, 0.0049, -0.0128, -0.0069
Si, 9.345, 0.4754, 16.5192, -0.0034, -0.0083, -0.0279
Si, 0.3611, -2.292, 13.3245, -0.0215, -0.012, 0.038
Si, 0.2523, -0.2683, 22.5224, 0.0013, -0.0132, -0.009
Si, -2.6009, 14.2534, 30.7046, -0.0012, 0.007, -0.011
Si, 7.4292, 23.4855, 30.6267, -0.0146, -0.0279, 0.0202
O, 21.08, -7.3863, 13.9027, 0.0085, 0, 0.0032
O, 5.9372, 8.2069, 25.5191, -0.0049, 0.0044, -0.0027
O, -19.6898, 20.0549, 17.769, 0.0013, 0.0028, 0.0005
O, -5.462, 21.0833, 27.8065, 0.0066, -0.0091, 0.0025
O, -3.6081, 22.9427, 26.0351, -0.0043, -0.0022, -0.0037
O, -10.8044, 6.2544, 29.4564, -0.0075, 0.0074, -0.0061
O, -3.4287, 25.1146, 18.3931, 0.0013, -0.0009, 0.0008
O, -9.8083, 0.1324, 22.9271, 0.0062, 0.0104, 0.0002
O, 18.195, 12.2533, 11.6132, 0.0065, -0.0209, 0.0087
O, 7.0541, 2.3129, 14.1079, -0.0017, 0.0098, 0.022
O, 5.6341, 11.5212, 17.2751, 0.0053, -0.0128, 0.0104
O, -6.9848, 29.4782, 15.8481, 0.0002, -0.0061, 0.0107
O, 11.3425, -10.0579, 21.458, -0.0044, 0.0105, 0.0013
O, 0.7857, 2.1922, 17.6582, -0.0039, 0.0054, 0.0027
O, 7.0264, -9.2327, 28.9819, -0.0062, 0.0072, -0.0128
O, -3.011, -26.6178, 13.6249, -0.0004, 0.0031, -0.0005
O, 7.1002, -12.1472, 18.7269, -0.0031, 0.0043, 0.0043
O, 1.7842, 21.9648, 16.3392, 0.0028, 0.0074, 0.0087
O, 16.7161, -7.2763, 22.2559, -0.0012, -0.0027, 0.0004
O, -0.4338, 15.4382, 12.0829, 0.0045, -0.0026, 0.0083
O, -2.4908, 12.824, 20.4855, 0.0014, 0.0068, -0.0052
O, -21.9104, -8.4256, 23.944, 0.0023, -0.0004, -0.0018
O, 22.2696, 4.7167, 28.002, -0.0026, 0.0084, 0.0034
O, 11.3833, -7.8001, 19.9203, -0.0011, 0.0022, -0.0007
O, 38.698, 17.3481, 24.9219, -0.0003, 0.0022, -0.0017
O, -17.9298, -11.0985, 25.4004, -0.0039, -0.0058, -0.0075
O, 2.5049, -23.7185, 20.2465, 0.0025, 0.003, -0.0015
O, 4.0725, 20.3549, 13.9728, -0.0005, 0.0056, -0.0078
O, 12.0181, 4.3872, 14.5232, 0.0139, -0.0041, -0.0032
O, 8.9723, 12.7891, 15.797, -0.0005, -0.0128, 0.0123
O, 9.663, -45.5523, 19.2269, -0.0097, 0.0016, -0.0022
O, -14.2405, -0.8986, 23.7862, -0.0025, -0.0044, -0.0027
O, 22.0135, 0.2724, 25.7439, 0.001, 0.0011, 0.0004
O, 9.1383, 11.703, 18.1116, -0.0028, 0.0104, 0.0071
O, -5.1961, 13.2469, 24.1827, -0.0077, 0.0012, -0.0105
O, -2.7381, 14.0874, 24.7086, -0.0027, 0.0035, -0.0124
O, 11.3051, 9.8002, 12.3273, 0.0009, 0.0111, 0.0061
O, -18.217, 14.6925, 13.7386, -0.0094, 0.0051, 0.0014
O, 3.8379, 12.6085, 23.5554, 0.0026, 0.0044, -0.0024
O, -3.3858, -14.1864, 22.9356, -0.0068, -0.0074, -0.0013
O, 8.1642, 10.5531, 13.4163, -0.0002, 0.0097, -0.0278
O, 9.2245, 23.1938, 11.6523, -0.0079, -0.0152, 0.009
O, 21.3331, -26.1037, 29.4127, 0.0155, -0.0043, -0.0275
O, 18.4253, 12.197, 19.5204, 0.0013, 0.0065, -0.0026
O, -19.4893, 26.8183, 27.1448, -0.0012, 0.0029, -0.0074
O, 11.0275, -13.1093, 25.1103, 0.0065, -0.0094, 0.0053
O, 4.7326, 10.5301, 19.6485, 0.0005, 0.0016, -0.0044
O, -9.3954, -10.3824, 25.4678, 0.0015, 0.0018, 0.0042
O, -6.8683, 1.0131, 13.4641, -0.0041, 0.0022, 0.0116
O, 18.6697, 27.437, 17.9643, -0.0047, -0.0021, 0.0004
O, 10.7721, -6.548, 17.5259, 0.0075, -0.0107, 0.0114
O, 21.4293, 17.4562, 15.9029, 0.0042, -0.0073, 0.0189
O, 12.3996, 17.2225, 16.6127, 0.0065, -0.0029, 0.005
O, -9.7055, 15.6344, 25.2902, 0.0055, 0.0026, -0.0028
O, -17.49, 3.2996, 17.3603, 0.0014, 0.0049, 0.0017
O, 11.6308, 23.9519, 13.2287, 0.0025, 0.0055, -0.014
O, -17.6459, 14.8738, 28.7121, -0.0012, -0.0031, -0.0116
O, -8.4147, 17.4045, 17.7642, 0.003, -0.0017, -0.0065
O, 0.913, -1.2231, 27.1545, 0.0102, 0.008, -0.0006
O, 13.1389, 26.6466, 22.6057, -0.0023, -0.0009, 0.0038
O, -24.8118, 23.8992, 27.7334, -0.0085, -0.0148, -0.0118
O, -8.0601, 10.3129, 27.3954, -0.0011, -0.0004, -0.0003
O, 2.048, -14.5632, 23.2233, 0.0062, -0.0012, 0.0016
O, -15.4757, -26.4921, 25.1693, -0.0027, -0.0001, -0.0072
O, 1.6116, -9.813, 27.9516, 0.0044, 0.0153, -0.0078
O, 2.6427, 26.4181, 15.9961, 0.0025, 0.0032, 0.0139
O, 19.2722, 7.4016, 19.8285, -0.0056, -0.0058, -0.0002
O, -7.1803, 3.8676, 24.8465, -0.0005, -0.0003, -0.0092
O, 15.377, 27.7994, 21.7496, 0.0053, -0.002, 0.0008
O, -23.4844, -3.6745, 27.2924, 0.0073, 0.0119, -0.0083
O, -17.287, -5.4812, 20.3419, 0.0003, -0.002, 0.002
O, 13.2055, -6.397, 18.5027, -0.0032, -0.0008, 0.0027
O, 8.8687, 21.4063, 27.9441, -0.0169, -0.0102, -0.0033
O, -12.6223, -15.0028, 18.4067, -0.0011, -0.006, -0.0036
O, -5.3801, 27.8264, 22.9478, -0.0002, -0.0026, -0.0044
O, 8.0517, 9.6694, 21.24, -0.0047, -0.0025, 0.0012
O, 8.8026, 5.1723, 23.0381, 0.0009, -0.0039, -0.0008
O, 0.4791, 2.9664, 29.2747, 0.0213, 0.0093, 0.0029
O, 13.195, 7.9523, 12.4634, -0.0034, -0.0042, 0.0092
O, -3.7218, 8.1315, 27.2338, -0.0137, 0.0111, 0.0116

Results
free energy: -183737.028 eV
free energy less fixed offsets of O -568.88, Si -635.61 eV per atom: 6.052 eV

The program warned: the cutoff lies below the one the program advises for these potential files; the forces do not sum to zero within the program's tolerance; the exchange-correlation potential is rough where the density is thin.
